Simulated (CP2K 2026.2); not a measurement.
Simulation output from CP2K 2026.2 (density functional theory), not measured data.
Periodic cell of 504 atoms, Si360O144, from a study of silicon, its oxide and their interface. The atomic structure is a simulated model.
Doubt: the forces sum to 0.98 eV/angstrom along one axis rather than to zero, so they err by at least 0.0019 eV/angstrom per atom on average; the grid cutoff is modest.

Settings
functional: PBE
method: Gaussian and plane waves
basis set: DZVP-MOLOPT-SR-GTH
pseudopotentials: GTH-PBE
grid cutoff: 350 Ry, relative cutoff 50 Ry
k points: Gamma only
occupations: fixed
spin: none
net charge: 0

Cell vectors (angstrom)
a	16.32	0	0
b	0	16.32	0
c	-0.5826	0.9149	33.2212

Atoms and the computed forces on them: element, x, y, z (angstrom), force x, y, z (eV/angstrom)
Si	1.21	15.709	33.137	-0.416	0.022	0.695
Si	3.763	1.548	0.016	0.222	-0.097	0.683
Si	1.64	3.851	0.074	-0.125	0.063	0.81
Si	3.796	7.314	33.094	-0.261	0.427	0.742
Si	1.194	9.797	0.11	0.064	-0.191	0.722
Si	3.942	12.501	0.217	-0.028	-0.116	0.731
Si	7.008	14.596	0.263	0.091	0.163	0.665
Si	9.155	2.124	33.215	-0.246	0.222	0.677
Si	6.68	4.231	0.084	0.157	-0.309	0.722
Si	9.133	6.975	0.107	0.158	0.046	0.75
Si	6.479	10.258	33.064	-0.211	0.131	0.724
Si	9.352	12.567	0.02	0.105	-0.167	0.718
Si	12.053	15.396	0.121	0.067	-0.264	0.74
Si	14.71	1.644	0.284	0.038	0.037	0.658
Si	12.513	3.857	0.126	-0.138	0.112	0.731
Si	14.746	6.958	0.183	0.194	-0.087	0.805
Si	11.805	9.953	33.166	-0.166	0.348	0.698
Si	15.156	11.868	0.042	-0.062	0.273	0.819
Si	2.727	16.316	1.427	0.014	0.024	-0.038
Si	5.425	2.664	1.294	0.019	-0.027	-0.042
Si	2.813	5.402	1.352	0.026	0.013	-0.057
Si	5.404	8.186	1.124	0.008	-0.062	-0.04
Si	2.702	10.952	1.448	0.011	-0.003	-0.029
Si	5.475	13.534	1.621	-0.024	0.035	-0.002
Si	8.191	16.318	1.329	-0.025	0.047	-0.051
Si	10.871	2.742	1.381	-0.004	-0.006	-0.057
Si	8.081	5.446	1.487	-0.012	-0.007	-0.027
Si	10.82	8.059	1.369	-0.041	-0.011	-0.042
Si	8.21	10.88	1.25	0.026	0.004	-0.061
Si	10.923	13.694	1.339	-0.001	0.034	-0.073
Si	13.55	0.105	1.557	0.003	-0.021	-0.049
Si	0.032	2.791	1.441	0.045	0.003	-0.029
Si	13.602	5.415	1.491	0.006	0.002	-0.014
Si	0.047	8.159	1.36	0.009	-0.004	-0.055
Si	13.52	10.749	1.277	-0.032	-0.054	-0.05
Si	0.004	13.65	1.127	0.017	0.033	-0.095
Si	1.329	1.336	2.764	0.017	0.001	0.024
Si	4.13	4.039	2.736	-0.002	0.006	0.025
Si	1.417	6.782	2.681	-0.025	-0.019	-0.005
Si	4.096	9.492	2.638	0.016	0.003	-0.007
Si	1.297	12.343	2.697	-0.042	0.029	0.042
Si	4.116	15.011	2.82	-0.021	0.01	0.01
Si	6.798	1.339	2.674	0.004	-0.009	0.004
Si	9.517	4.096	2.745	0.014	-0.015	-0.002
Si	6.689	6.865	2.702	-0.06	0.022	0.035
Si	9.538	9.54	2.678	-0.023	0	0.018
Si	6.856	12.105	2.789	0.047	-0.028	0.028
Si	9.545	14.995	2.749	0.018	-0.016	0.029
Si	12.17	1.432	2.864	-0.015	0.028	0.052
Si	15.014	4.124	2.827	0.001	-0.003	0.044
Si	12.172	6.742	2.782	0.021	0.015	0.009
Si	14.927	9.479	2.715	-0.012	-0.007	0.02
Si	12.243	12.218	2.632	0.005	0.01	-0.021
Si	14.99	14.937	2.645	0.037	-0.032	0.024
Si	-0.023	16.283	4.092	-0.017	0.017	-0.011
Si	2.73	2.704	4.088	0.003	-0.006	-0.023
Si	0.058	5.485	4.124	0.009	-0.007	-0.004
Si	2.745	8.159	4.041	0.013	0.001	0.003
Si	-0.037	10.909	4.041	0.005	0.02	-0.041
Si	2.698	13.631	4.097	-0.033	-0.026	-0.026
Si	5.482	16.355	4.131	-0.002	0.007	0.014
Si	8.143	2.711	4.058	-0.018	-0.002	-0.014
Si	5.419	5.456	4.099	0.011	0.007	-0.018
Si	8.132	8.187	4.039	0.019	-0.018	-0.045
Si	5.442	10.792	4.092	-0.005	-0.019	0.001
Si	8.189	13.575	4.078	-0.007	0.033	-0.038
Si	10.853	16.33	4.165	-0.003	0.01	-0.005
Si	13.611	2.762	4.151	-0.011	-0.02	-0.019
Si	10.848	5.413	4.153	0.016	0	0.017
Si	13.578	8.129	4.088	0.025	0	-0.017
Si	10.888	10.898	4.048	0.001	-0.033	-0.006
Si	13.621	13.568	4.011	-0.011	0.03	-0.009
Si	1.377	15.009	16.234	0.009	0.011	-0.003
Si	4.107	1.366	16.397	0.006	-0.001	0.033
Si	1.405	4.008	16.311	-0.01	-0.007	0.014
Si	4.13	6.754	16.298	0.005	-0.001	-0.008
Si	1.372	9.506	16.167	-0.015	0.01	-0.031
Si	4.136	12.274	16.255	0.004	0.001	-0.006
Si	6.816	14.992	16.372	0.006	0.001	0
Si	9.467	1.356	16.381	-0.012	0.029	0.001
Si	6.796	4.074	16.373	-0.004	0.028	-0.011
Si	9.499	6.782	16.37	-0.001	-0.022	0.026
Si	6.845	9.514	16.349	0.01	0.007	0.019
Si	9.513	12.27	16.389	0.002	-0.001	0.012
Si	12.231	14.954	16.371	0.005	-0.034	0.017
Si	14.984	1.369	16.307	0.01	-0.004	0.005
Si	12.179	4.065	16.301	-0.003	-0.005	-0.015
Si	14.914	6.775	16.213	-0.012	0.013	-0.004
Si	12.185	9.52	16.274	0.001	-0.012	0.008
Si	14.918	12.276	16.224	0.005	-0.008	-0.019
Si	2.695	16.306	17.696	-0.01	-0.027	0.03
Si	5.48	2.731	17.793	0.001	-0.009	0.041
Si	2.823	5.333	17.637	0.014	-0.005	0.041
Si	5.528	8.069	17.67	-0.012	-0.031	0.019
Si	2.796	10.818	17.477	0.018	0.015	0.003
Si	5.439	13.635	17.693	0.001	-0.033	-0.012
Si	8.117	16.349	17.812	-0.03	0.023	-0.009
Si	10.796	2.758	17.707	-0.016	0.009	0.013
Si	8.121	5.432	17.768	0.02	0.011	0.003
Si	10.88	8.155	17.69	0.02	0.032	0.031
Si	8.129	10.928	17.753	-0.031	0	0.04
Si	10.863	13.625	17.796	0.008	-0.006	0.014
Si	13.665	16.309	17.666	0.001	0.015	0.041
Si	0.026	2.695	17.711	0.026	0.007	0.013
Si	13.583	5.406	17.596	-0.019	0.021	0.006
Si	-0.058	8.197	17.472	0	0.017	0.013
Si	13.52	10.946	17.563	0.011	0.026	-0.013
Si	-0.02	13.661	17.513	-0.052	-0.012	0
Si	1.374	1.327	19.115	-0.036	0.007	0.021
Si	4.181	4.084	19.219	0.021	0.023	-0.036
Si	1.33	6.772	18.669	-0.005	-0.02	-0.077
Si	4.164	9.492	18.874	0.006	0.006	-0.078
Si	1.348	12.184	18.648	-0.004	-0.01	-0.068
Si	4.026	14.923	19.061	0.014	-0.013	-0.03
Si	6.755	1.366	19.261	-0.044	0.015	-0.009
Si	9.407	4.058	19.173	-0.013	-0.014	-0.013
Si	6.8	6.756	19.221	-0.007	-0.009	0.05
Si	9.542	9.558	19.047	-0.022	-0.031	-0.045
Si	6.723	12.306	19.14	0.022	-0.017	-0.016
Si	9.468	14.993	19.177	0.018	-0.02	0.019
Si	12.252	1.39	18.911	0.026	-0.015	-0.042
Si	14.956	4.112	18.985	0.021	-0.003	-0.015
Si	12.261	6.732	18.993	-0.039	0.015	-0.014
Si	14.864	9.551	18.816	-0.001	-0.015	-0.032
Si	12.303	12.264	19.1	0.002	0.016	-0.007
Si	15.088	14.979	19.047	0.04	0.023	-0.019
Si	0.146	16.248	20.572	-0.009	-0.052	0.09
Si	2.694	2.713	20.474	0.012	0.008	0.039
Si	0.021	5.595	20.164	-0.044	0.025	0.042
Si	2.706	8.068	19.959	0.009	0.017	0.026
Si	0.006	10.901	20	-0.043	0.004	0.046
Si	2.665	13.326	20.129	-0.034	0.002	0.045
Si	5.165	16.39	20.526	-0.001	0.082	0.027
Si	8.162	2.675	20.74	0.003	-0.066	0.023
Si	5.536	5.405	20.783	-0.03	-0.019	0.051
Si	8.183	8.223	20.455	0.026	0.043	0.06
Si	5.353	10.812	20.419	0.016	0.018	0.026
Si	8.024	13.707	20.594	-0.082	0.035	0.028
Si	10.976	16.39	20.352	-0.003	0.027	0.025
Si	13.602	2.713	20.287	-0.022	-0.015	0.04
Si	10.841	5.449	20.402	0.039	-0.015	0.036
Si	13.65	8.156	20.243	-0.013	0.005	0.025
Si	10.93	10.883	20.433	0.074	0.023	0.034
Si	13.769	13.608	20.418	-0.001	-0.082	0.058
Si	1.425	14.47	21.692	-0.01	0.286	-0.671
Si	4.012	1.593	22.102	-0.328	-0.342	-0.617
Si	1.527	4.443	21.459	-0.098	-0.115	-0.82
Si	3.681	6.68	21.524	0.404	-0.068	-0.711
Si	1.296	9.408	21.178	-0.025	-0.055	-0.508
Si	3.441	11.584	21.557	0.227	0.051	-0.761
Si	6.451	15.074	21.891	0.139	-0.199	-0.705
Si	9.994	1.599	21.844	-0.271	-0.071	-0.728
Si	6.55	3.599	22.319	0.366	0.497	-0.556
Si	9.771	7.081	21.74	-0.089	-0.125	-0.751
Si	7.067	9.884	21.725	-0.199	-0.345	-0.703
Si	9.348	12.102	21.699	0.191	0.26	-0.75
Si	12.586	15.262	21.602	-0.004	-0.173	-0.765
Si	14.733	1.165	21.65	0.278	0.002	-0.84
Si	12.088	3.912	21.641	0.121	0.056	-0.7
Si	15.411	7.267	21.526	-0.091	-0.05	-0.723
Si	12.095	9.184	21.634	0.045	0.283	-0.685
Si	15.467	12.396	21.561	-0.245	0.043	-0.681
Si	11.541	13.12	23.444	-0.073	0.044	-0.039
Si	8.149	13.908	28.469	-0.119	-0.008	0.037
Si	14.517	10.595	26.348	-0.005	-0.023	0.002
Si	10.402	6.779	27.041	-0.058	0.117	0.145
Si	12.325	14.389	25.911	0.123	0.116	-0.019
Si	6.235	16.072	28.934	0.111	0.053	0.009
Si	8.328	16.509	23.985	-0.013	-0.013	-0.025
Si	3.672	1.927	25.161	-0.052	-0.193	-0.056
Si	15.134	15.176	26.093	-0.089	-0.071	0.053
Si	5.733	8.121	28.284	-0.035	0.044	-0.006
Si	14.985	1.998	30.753	-0.005	-0.007	0.05
Si	10.198	6.309	31.177	0.032	-0.035	0.047
Si	13.189	6.065	26.492	0.01	-0.018	0.052
Si	7.245	9.732	24.68	0.051	0.128	-0.198
Si	6.76	2.539	25.265	0.007	0.167	-0.185
Si	1.432	13.572	29.446	0.188	-0.094	-0.099
Si	3.648	6.895	30.052	-0.026	-0.042	0.195
Si	4.749	11.848	31.025	0.085	0.004	0.08
Si	11.697	16.021	30.431	0.019	-0.055	0.079
Si	2.119	1.621	27.87	0.074	-0.059	-0.073
Si	-0.256	1.701	26.05	-0.064	0.009	0.119
Si	13.774	3.185	27.216	0.001	0.089	0.015
Si	5.1	1.012	31.483	-0.123	0.056	0.041
Si	1.94	10.81	30.603	0.017	0.019	0.096
Si	13.323	12.503	30.485	-0.064	-0.042	0.112
Si	-0.464	4.372	29.336	-0.02	-0.028	0.028
Si	3.637	4.872	25.767	0.074	-0.064	0.007
Si	4.343	13.776	28.738	0.09	0.103	0.137
Si	7.551	2.545	28.249	-0.091	-0.105	0.072
Si	0.732	16.33	30.142	0.202	0.156	0.06
Si	3.901	13.834	23.405	-0.212	0.131	-0.296
Si	-0.341	3.233	23.686	-0.123	0.081	-0.206
Si	12.165	2.356	29.398	-0.069	-0.059	0.003
Si	3.494	12.553	25.976	-0.097	0.045	-0.028
Si	6.177	6.222	25.78	0.016	0.064	-0.005
Si	9.493	14.566	26.037	-0.037	-0.04	0.031
Si	10.26	13.402	30.505	0.105	-0.007	0.126
Si	8.805	7.02	24.631	-0.153	0.044	-0.141
Si	13.377	10.02	28.994	0.136	-0.051	-0.03
Si	1.169	8.3	29.235	-0.118	-0.002	0.098
Si	0.519	12.689	26.503	-0.019	0.065	0.039
Si	-0.454	6.558	31.156	0.027	-0.068	0.131
Si	4.599	9.637	26.154	-0.075	0.106	0.045
Si	15.074	8.041	27.579	-0.16	0.104	0.027
Si	9.966	4.339	28.907	-0.048	-0.04	0.037
Si	2.594	4.509	28.656	0.039	-0.097	0.165
Si	7.168	3.216	31.232	0.125	0.016	-0.079
Si	13.609	10.993	23.422	0.064	-0.049	-0.055
Si	8.701	9.228	28.328	0.035	0.015	-0.077
Si	13.651	14.551	28.506	0	0.047	-0.069
Si	10.812	9.183	30.329	0.097	-0.012	0.214
Si	13.952	5.507	23.694	0.028	-0.067	-0.107
Si	8.365	11.832	26.519	-0.14	0.033	0.028
Si	3.984	7.408	24.365	-0.004	0.062	-0.041
Si	1.353	14.967	5.473	0.013	-0.003	-0.001
Si	4.094	1.376	5.469	0.011	0.006	0.004
Si	1.385	4.077	5.456	-0.015	-0.001	-0.004
Si	4.06	6.8	5.452	-0.024	0.004	0
Si	1.362	9.541	5.382	-0.008	-0.033	-0.033
Si	4.073	12.217	5.403	0.009	0.012	-0.017
Si	6.819	14.938	5.441	0.01	0.004	-0.001
Si	9.48	1.371	5.476	0.004	0.008	-0.003
Si	6.806	4.093	5.43	0.008	0.002	-0.006
Si	9.48	6.819	5.433	-0.014	0.001	0.002
Si	6.804	9.492	5.471	-0.021	-0.01	0.002
Si	9.546	12.239	5.445	-0.001	-0.01	-0.007
Si	12.267	14.938	5.418	0.01	-0.031	-0.011
Si	14.951	1.342	5.456	0.003	-0.009	0.006
Si	12.241	4.095	5.505	0.008	-0.001	0.003
Si	14.971	6.815	5.458	-0.02	0.001	0.003
Si	12.233	9.525	5.423	0.006	0.014	-0.009
Si	14.944	12.237	5.435	0.005	0.011	-0.009
Si	2.728	16.325	6.814	-0.017	-0.001	0.006
Si	5.451	2.742	6.811	-0.02	0.001	-0.003
Si	2.718	5.443	6.822	0.013	0.006	0.005
Si	5.435	8.14	6.816	0.024	-0.025	0.008
Si	2.716	10.873	6.779	-0.011	-0.002	-0.011
Si	5.433	13.581	6.775	0.002	-0.002	0
Si	8.148	16.308	6.822	0.001	0.008	-0.002
Si	10.867	2.717	6.825	0.007	-0.002	0.004
Si	8.155	5.444	6.807	0.001	0.003	0.007
Si	10.865	8.17	6.785	0.002	0.005	-0.01
Si	8.165	10.883	6.796	-0.004	0.003	0.001
Si	10.905	13.596	6.798	0	0.004	-0.007
Si	13.596	16.302	6.808	0.007	-0.001	-0.002
Si	0.004	2.714	6.797	0.005	-0.003	-0.007
Si	13.612	5.46	6.829	0.01	-0.01	0
Si	0.014	8.191	6.785	-0.013	0.01	0
Si	13.59	10.878	6.797	0.003	0.007	0.003
Si	-0.011	13.591	6.805	0	0.005	0.004
Si	1.363	1.363	8.164	0.006	0.011	0.001
Si	4.088	4.089	8.172	0.001	0.017	0.013
Si	1.353	6.815	8.158	-0.007	-0.012	-0.004
Si	4.076	9.519	8.153	-0.005	0	0
Si	1.36	12.229	8.153	0.005	-0.003	0.001
Si	4.087	14.947	8.153	0.003	-0.004	-0.003
Si	6.795	1.36	8.168	0.005	-0.009	0.001
Si	9.516	4.088	8.173	0.008	0.006	0.002
Si	6.794	6.789	8.173	-0.025	-0.003	0.012
Si	9.516	9.524	8.158	0.005	-0.001	0.004
Si	6.799	12.24	8.149	-0.005	0.007	-0.001
Si	9.533	14.956	8.157	0.006	0.007	-0.001
Si	12.232	1.347	8.166	-0.013	-0.018	-0.003
Si	14.965	4.075	8.164	-0.021	-0.001	-0.003
Si	12.231	6.817	8.16	0.018	-0.006	-0.004
Si	14.964	9.529	8.156	0.015	0.005	-0.002
Si	12.244	12.236	8.165	0.001	-0.005	0.005
Si	14.96	14.954	8.168	-0.006	0.003	0.009
Si	0	16.323	9.517	0.004	-0.007	-0.004
Si	2.726	2.72	9.517	-0.011	-0.01	-0.004
Si	-0.001	5.446	9.516	0.005	0.005	0
Si	2.723	8.159	9.522	-0.001	-0.004	0.002
Si	0.001	10.881	9.525	-0.008	-0.007	0.004
Si	2.724	13.59	9.513	-0.006	-0.004	0.003
Si	5.443	16.31	9.518	-0.014	0.012	0.006
Si	8.16	2.718	9.527	0.004	0.003	0.004
Si	5.444	5.435	9.538	0.01	-0.005	0.008
Si	8.157	8.161	9.515	0.001	-0.014	-0.008
Si	5.44	10.88	9.511	-0.002	0.001	-0.002
Si	8.161	13.601	9.509	-0.013	-0.005	-0.005
Si	10.873	16.318	9.531	0.005	-0.003	0.006
Si	13.595	2.716	9.516	0.019	0.006	-0.002
Si	10.882	5.445	9.525	0.001	0.008	0.002
Si	13.6	8.168	9.516	-0.01	0.013	-0.001
Si	10.875	10.883	9.517	0.007	0.012	-0.002
Si	13.596	13.6	9.524	-0.002	0	0
Si	1.365	14.96	10.865	0.002	0.008	0.001
Si	4.087	1.357	10.869	-0.01	-0.003	-0.001
Si	1.363	4.08	10.867	0.005	0.017	-0.008
Si	4.086	6.799	10.886	-0.004	-0.005	0.007
Si	1.364	9.516	10.883	-0.002	0	-0.007
Si	4.093	12.242	10.881	-0.002	-0.002	-0.002
Si	6.813	14.962	10.883	0.018	-0.003	-0.002
Si	9.515	1.359	10.894	0.005	-0.003	0
Si	6.803	4.073	10.89	-0.024	0.01	0.004
Si	9.513	6.8	10.875	0.001	0.012	0
Si	6.8	9.522	10.873	-0.007	0.011	0.002
Si	9.514	12.244	10.873	0.003	-0.008	-0.003
Si	12.232	14.958	10.883	0.004	-0.005	0.003
Si	14.955	1.36	10.876	-0.007	-0.001	0
Si	12.235	4.073	10.884	0.002	-0.013	0.003
Si	14.951	6.796	10.877	-0.006	-0.013	-0.005
Si	12.234	9.525	10.87	0.005	-0.008	-0.002
Si	14.955	12.245	10.879	0.007	0.007	0.009
Si	2.734	16.314	12.219	-0.003	0.002	-0.013
Si	5.446	2.705	12.24	0.001	-0.015	-0.006
Si	2.734	5.416	12.23	-0.024	-0.01	-0.004
Si	5.458	8.155	12.238	0.003	-0.004	-0.003
Si	2.735	10.875	12.235	-0.008	0.002	0.004
Si	5.462	13.601	12.246	-0.01	0.008	0.005
Si	8.159	16.323	12.263	0	0.013	0.005
Si	10.874	2.717	12.257	-0.001	0.01	0.002
Si	8.164	5.436	12.243	0.013	0.001	-0.005
Si	10.866	8.169	12.224	0.014	0.003	-0.008
Si	8.159	10.885	12.232	-0.002	-0.002	-0.01
Si	10.858	13.611	12.239	-0.004	-0.006	-0.003
Si	13.583	16.33	12.234	-0.007	-0.012	0.004
Si	0.001	2.723	12.225	0.01	0.007	-0.003
Si	13.593	5.435	12.242	0.008	0.016	0.01
Si	0.002	8.147	12.235	0.003	0.007	0.007
Si	13.582	10.889	12.229	-0.007	-0.003	0
Si	-0.007	13.618	12.225	0.012	-0.012	-0.004
Si	1.381	1.364	13.561	0.002	-0.02	-0.015
Si	4.094	4.059	13.6	0	0.012	-0.006
Si	1.366	6.761	13.577	0.022	-0.006	-0.008
Si	4.106	9.515	13.594	-0.005	0.009	0.006
Si	1.371	12.264	13.561	-0.019	0.004	0.001
Si	4.11	14.984	13.592	-0.015	0.001	-0.001
Si	6.795	1.362	13.624	-0.012	0.01	-0.001
Si	9.503	4.071	13.615	0.002	0.006	-0.002
Si	6.82	6.798	13.607	-0.015	-0.003	-0.001
Si	9.508	9.522	13.593	0.004	0.002	-0.005
Si	6.832	12.251	13.614	0.016	-0.029	-0.003
Si	9.523	14.972	13.63	0.008	-0.025	-0.004
Si	12.222	1.347	13.622	0.017	0.001	0
Si	14.954	4.064	13.598	0.002	-0.008	0.009
Si	12.204	6.796	13.576	-0.021	0.014	-0.004
Si	14.947	9.522	13.566	0.002	-0.008	0.008
Si	12.201	12.239	13.587	0.011	0.019	-0.001
Si	14.943	14.977	13.583	-0.011	0.015	0
Si	0.002	16.356	14.906	0.009	0	-0.003
Si	2.755	2.671	14.955	-0.018	0.003	0.004
Si	0.024	5.396	14.952	0.021	0.022	0.025
Si	2.756	8.104	14.91	-0.027	-0.004	0.013
Si	-0.01	10.91	14.889	0.026	0.009	0.006
Si	2.744	13.619	14.916	-0.006	-0.004	0
Si	5.447	16.332	15.003	0.012	0.003	-0.002
Si	8.145	2.719	14.994	0.003	-0.005	-0.007
Si	5.475	5.409	14.946	-0.013	-0.013	-0.004
Si	8.181	8.156	14.975	0.008	0.01	-0.002
Si	5.487	10.866	14.954	-0.018	0.01	0.009
Si	8.171	13.623	15.005	0.003	0.011	-0.001
Si	10.864	16.327	15.02	-0.003	0.013	0.009
Si	13.583	2.713	14.967	-0.018	-0.013	0.011
Si	10.847	5.449	14.961	0.013	0.007	-0.002
Si	13.558	8.17	14.905	0.003	-0.004	-0.001
Si	10.826	10.903	14.962	-0.005	-0.018	0.002
Si	13.543	13.629	14.917	-0.005	-0.02	0.003
O	9.463	5.306	30.127	-0.397	0.141	-0.024
O	7.112	0.954	28.238	0.18	-0.178	-0.041
O	9.217	13.042	29.327	-0.054	-0.437	-0.133
O	5.249	2.626	22.325	-0.124	0.173	0.002
O	9.051	6.964	32.093	-0.345	-0.157	-0.385
O	13.648	16.373	22.178	-0.109	-0.068	0.247
O	13.562	10.875	27.628	-0.578	0.5	0.055
O	-0.41	11.379	26.511	0.335	-0.312	-0.091
O	12.613	13.931	27.426	-0.345	-0.466	0.301
O	3.05	5.114	27.238	-0.084	0.33	-0.025
O	3.172	3.469	25.137	-0.41	0.245	-0.131
O	13.008	9.58	22.94	0.364	-0.549	0.421
O	9.575	12.972	31.909	-0.084	-0.638	-0.2
O	9.533	7.965	27.715	0.126	0.11	0.193
O	6.772	4.628	31.904	-0.123	0.196	-0.51
O	11.076	10.042	31.691	-0.092	0.454	-0.037
O	9.036	6.541	23.103	-0.327	-0.503	0.237
O	0.235	13.451	22.21	-0.21	-0.006	0.664
O	3.28	7.453	31.541	-0.406	0.148	-0.256
O	14.69	7.113	32.079	-0.26	-0.312	-0.381
O	7.546	14.503	32.815	-0.029	-0.002	-0.514
O	7.278	14.903	29.429	0.303	0.056	0.3
O	2.586	14.683	22.873	0.019	0.231	0.203
O	11.71	12.697	30.313	-0.109	-0.144	-0.339
O	7.418	12.766	27.516	-0.489	-0.245	0.232
O	11.944	13.12	24.996	0.189	-0.658	0.199
O	0.481	14.751	29.966	-0.358	-0.081	-0.206
O	13.052	3.656	32.885	-0.057	-0.145	-0.544
O	9.337	9.548	29.784	-0.354	0.53	0.131
O	3.562	10.841	30.565	0.018	-0.28	-0.304
O	11.389	3.769	29.43	0.203	0.472	-0.019
O	12.265	15.973	31.951	0.658	-0.053	0.023
O	0.509	5.572	32	0.221	-0.123	-0.429
O	13.482	2.36	30.319	0.065	0.242	-0.061
O	10.015	5.322	27.629	-0.149	-0.125	-0.247
O	13.759	13.133	31.898	-0.317	0.212	-0.187
O	1.426	10.201	32.013	0.089	-0.339	-0.138
O	13.262	6.314	24.902	-0.445	0.201	-0.261
O	14.854	15.258	27.693	0.33	0.304	0.474
O	11.06	2.785	22.262	0.045	0.045	0.265
O	14.321	8.706	28.872	-0.026	-0.31	0.542
O	14.168	13.311	29.373	0.682	-0.196	-0.024
O	8.399	8.594	24.7	0.447	0.105	0.422
O	6.21	2.098	31.886	0.192	-0.144	0.564
O	2.577	7.564	29.051	0.02	0.097	-0.516
O	7.551	9.054	32.718	0.161	0.029	-0.579
O	9.485	12.925	26.039	0.472	-0.041	-0.162
O	1.008	4.764	28.82	0.039	0.461	-0.369
O	0.608	1.961	27.382	-0.085	-0.04	0.151
O	2.295	14.512	32.849	0.232	-0.107	-0.047
O	-0.35	3.255	30.501	0.324	-0.029	0.14
O	0.913	13.13	27.995	-0.071	-0.129	0.029
O	3.782	7.7	22.801	-0.198	0.413	-0.062
O	7.242	16.123	22.855	0.113	0.07	0.001
O	0.468	2.529	24.882	0.755	0.19	0.146
O	7.151	8.838	28.577	-0.081	0.317	0.348
O	2.089	3.597	32.767	-0.206	0.142	-0.284
O	5.321	14.343	22.827	-0.054	-0.301	0.385
O	0.754	3.921	22.768	0.217	0.195	0.322
O	10.293	1.018	32.836	0.067	-0.209	-0.156
O	8.252	10.961	22.069	0.155	0.112	0.181
O	14.825	9.007	26.303	0.216	-0.332	-0.454
O	7.725	6.066	25.388	0.065	-0.587	0.368
O	7.151	3.1	26.765	0.235	0.598	-0.111
O	1.105	16.522	31.717	0.166	0.302	-0.108
O	15.183	2.054	22.928	-0.265	0.088	0.487
O	6.949	3.544	23.946	0.472	0.337	0.145
O	0.32	7.977	27.911	0.403	0.003	-0.439
O	12.008	6.92	27.198	0.255	0.509	0.301
O	6.145	9.384	25.784	0.318	-0.284	0.297
O	12.984	4.465	26.641	-0.626	-0.07	0.097
O	9.609	0.822	23.228	0.506	-0.278	0.108
O	2.63	5.519	21.988	0.025	0.044	0.253
O	15.196	5.708	29.96	-0.475	0.101	-0.463
O	14.795	6.597	22.865	0.266	-0.097	0.22
O	5.122	7.417	29.613	0.296	0.115	0.2
O	9.098	3.023	28.487	0.353	-0.359	0.028
O	3.685	1.683	31.873	-0.216	-0.123	-0.265
O	0.227	8.396	21.967	-0.176	0.235	0.475
O	3.431	1.291	23.646	-0.535	-0.283	0.226
O	2.945	14.165	29.462	0.123	0.319	0.41
O	14.884	3.785	28.214	0.124	-0.08	-0.086
O	14.555	2.261	26.159	-0.183	-0.285	-0.541
O	-0.31	13.865	25.757	0.157	0.075	-0.266
O	10.969	7.571	30.511	0.267	-0.186	-0.393
O	1.861	16.847	29.064	0.453	0.041	-0.067
O	8.856	14.972	27.46	0.239	0.366	0.187
O	8.854	10.53	27.365	0.539	-0.083	0.191
O	13.052	8.941	32.881	-0.065	0.105	-0.459
O	11.215	1.155	29.913	-0.675	0.217	0.201
O	1.902	12.377	25.742	0.006	-0.33	-0.327
O	3.438	5.276	29.834	0.32	-0.415	0.37
O	12.574	12.075	22.8	0.056	0.048	-0.699
O	1.356	12.304	30.438	-0.476	0.194	0.452
O	7.766	11.213	25.131	0.065	0.394	-0.213
O	0.41	7.769	30.559	-0.04	0.338	0.309
O	10.961	15.255	25.922	-0.093	0.54	0.144
O	14.551	6.566	27.205	0.522	-0.429	0.034
O	3.757	12.283	22.982	0.195	-0.362	0.414
O	7.753	1.287	25.004	0.044	-0.078	0.146
O	14.965	4.365	24.234	0.034	-0.023	0.594
O	13.746	11.02	25.012	-0.212	0.243	0.067
O	5.278	16.883	29.958	-0.602	0.214	-0.502
O	11.28	5.468	32.031	-0.052	0.037	-0.249
O	2.334	10.431	21.973	0.063	0.098	0.405
O	15.031	11.395	22.783	0.409	-0.104	0.185
O	5.964	10.963	31.66	0.295	0.137	-0.593
O	12.7	2.177	27.883	-0.25	-0.383	-0.276
O	3.892	12.919	27.474	-0.046	-0.349	-0.03
O	3.15	6.107	24.846	-0.692	-0.007	-0.209
O	13.732	10.946	30.286	0.539	-0.117	0.553
O	8.645	2.782	31.785	0.185	-0.007	-0.261
O	15.622	17.072	29.953	-0.263	-0.402	-0.607
O	6.506	9.633	23.24	-0.701	0.016	0.033
O	5.988	6.94	27.205	-0.033	-0.05	0.031
O	1.392	9.891	29.4	-0.198	0.333	-0.386
O	2.833	2.898	28.588	0.242	-0.051	0.498
O	10.967	8.124	22.176	0.059	-0.089	0.253
O	8.656	15.15	24.79	-0.119	-0.522	0.059
O	5.397	15.996	32.319	-0.502	-0.126	0.021
O	4.629	9.199	27.721	-0.575	-0.032	0.476
O	2.961	1.224	26.491	-0.163	-0.204	-0.044
O	14.899	1.713	32.337	0.333	-0.194	-0.033
O	12.908	15.601	29.459	0.294	0.275	0.03
O	12.817	4.764	22.82	-0.157	0.211	0.267
O	5.558	7.064	24.543	0.313	-0.035	-0.456
O	3.624	8.676	25.286	-0.474	0.191	-0.054
O	13.673	15.121	25.365	-0.09	0.425	-0.694
O	3.987	13.764	25.014	0.168	0.57	0.231
O	6.912	3.204	29.623	-0.429	0.24	-0.192
O	5.274	4.87	25.839	0.2	-0.407	0.325
O	11.793	14.605	22.869	-0.333	0.171	0.278
O	10.037	12.656	23.086	-0.154	-0.001	0.579
O	10.447	15.008	30.402	-0.614	0.472	-0.322
O	5.271	1.918	25.387	0.003	-0.384	0.291
O	5.178	12.815	29.78	0.402	-0.152	-0.371
O	4.207	11.132	25.753	0.252	0.054	-0.074
O	-0.33	16.46	25.65	0.27	-0.16	-0.316
O	4.184	12.794	32.196	0.319	0.03	-0.186
O	10.17	6.811	25.445	0.589	0.056	-0.534
O	5.017	6.267	32.853	0.248	-0.024	-0.058
O	11.842	9.594	29.16	-0.35	-0.146	-0.467
O	5.143	15.094	28.19	-0.335	0.022	-0.573
O	-0.562	11.738	32.834	-0.076	-0.032	-0.173

Results
total energy: -101650.495 eV
total energy less fixed offsets of O -438.35, Si -107.03 eV per atom: 2.705 eV
